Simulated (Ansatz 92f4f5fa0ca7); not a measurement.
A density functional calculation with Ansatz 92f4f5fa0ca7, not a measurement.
Periodic cell of 234 atoms, Si134O100, from a study of silicon, its oxide and their interface. The atomic structure is a simulated model.
This geometry differs little from another in the collection (a relaxation step or a small displacement).

Settings
functional: r2SCAN
potential files: Ansatz norm-conserving
basis: plane waves
wave-function cutoff: 1300 eV
density cutoff ratio: 4
exchange-correlation grid ratio: 1
k mesh: 2 x 2 x 1, shifted by 0.5 0.5 0.5 of a step
self-consistency stop: 5e-08 eV per atom in the density residual
occupations: Fermi-Dirac, 0.05 eV
spin: none
net charge: 0

Cell vectors (angstrom)
a, 11.5403, 0, 0
b, 0, 15.3871, 0
c, 4.9984, -1.4037, 21.9673

Atoms: element, x, y, z (angstrom)
Si, 0.8021, 1.0931, 0.1729
Si, 0.6028, 4.1089, -0.3167
Si, 0.758, 8.9633, -0.6285
Si, 0.6798, 13.3945, -0.0974
Si, 4.9224, 1.1666, -0.158
Si, 4.5074, 4.2252, -0.2281
Si, 4.7074, 8.6024, -0.2306
Si, 4.552, 11.7565, -0.4219
Si, 8.3837, 1.7331, -0.1613
Si, 8.4282, 4.7956, 0.2415
Si, 8.4149, 7.9382, -0.2293
Si, 8.5124, 12.6347, -0.2871
Si, 2.8767, 0.9276, 1.1849
Si, 2.5626, 4.6144, 1.0411
Si, 2.6276, 8.641, 0.9763
Si, 2.6815, 12.4664, 0.9524
Si, 6.6614, 1.0576, 1.354
Si, 6.3765, 4.7516, 1.2674
Si, 6.5685, 8.4736, 1.1706
Si, 6.5094, 12.2424, 0.9206
Si, 10.3001, 1.0814, 1.2387
Si, 10.4562, 4.7085, 1.3049
Si, 10.4308, 8.5012, 0.8992
Si, 10.3577, 12.6989, 1.2074
Si, 2.7112, 2.8406, 2.5668
Si, 2.6173, 6.6557, 2.3592
Si, 2.6151, 10.5483, 2.3934
Si, 2.8096, 14.3453, 2.4139
Si, 6.5417, 2.9237, 2.6986
Si, 6.4334, 6.6528, 2.5861
Si, 6.5643, 10.4577, 2.4639
Si, 6.54, 14.2776, 2.3548
Si, 10.3982, 2.8844, 2.6777
Si, 10.4863, 6.7165, 2.5139
Si, 10.3837, 10.5105, 2.3448
Si, 10.3121, 14.5256, 2.5659
Si, 0.8032, 2.8492, 3.9623
Si, 0.8448, 6.6996, 3.8972
Si, 0.7248, 10.502, 3.8213
Si, 0.8192, 14.3913, 3.7393
Si, 4.5921, 2.904, 3.9675
Si, 4.4838, 6.7026, 3.8811
Si, 4.5716, 10.5518, 3.7857
Si, 4.6807, 14.362, 3.8149
Si, 8.4874, 2.9193, 4.003
Si, 8.4621, 6.6838, 3.8423
Si, 8.5007, 10.4858, 3.8201
Si, 8.3752, 14.3295, 3.8168
Si, 0.7625, 0.8472, 5.1465
Si, 0.8029, 4.8027, 5.3161
Si, 0.8573, 8.594, 5.3006
Si, 0.7226, 12.4809, 5.1455
Si, 4.6529, 0.9256, 5.1724
Si, 4.5904, 4.8125, 5.3159
Si, 4.5224, 8.6732, 5.2203
Si, 4.5905, 12.4627, 5.211
Si, 8.4607, 0.8736, 5.11
Si, 8.5334, 4.8436, 5.3052
Si, 8.4274, 8.5664, 5.2573
Si, 8.4813, 12.427, 5.1808
Si, 2.6838, 0.989, 6.4415
Si, 2.7051, 4.8449, 6.7116
Si, 2.7733, 8.7126, 6.8036
Si, 2.6033, 12.4981, 6.5693
Si, 6.605, 1.0023, 6.4975
Si, 6.5845, 4.8168, 6.5997
Si, 6.4049, 8.6431, 6.6287
Si, 6.5595, 12.4874, 6.5289
Si, 10.3517, 0.6804, 6.471
Si, 10.4349, 4.7529, 6.6932
Si, 10.4162, 8.4456, 6.5961
Si, 10.3744, 12.4431, 6.5844
Si, 2.7281, 2.823, 7.8884
Si, 2.9327, 6.6834, 8.1912
Si, 2.5764, 10.761, 8.1932
Si, 2.5951, 14.5168, 7.7598
Si, 6.6524, 2.879, 7.9151
Si, 6.4921, 6.6609, 7.9888
Si, 6.44, 10.6513, 7.9585
Si, 6.5762, 14.4897, 7.7899
Si, 10.4301, 2.6222, 7.6689
Si, 10.4818, 6.5989, 8.2349
Si, 10.356, 10.4318, 7.7654
Si, 10.2601, 14.261, 8.1189
Si, 0.7211, 2.3664, 9.058
Si, 1.0439, 7.0573, 9.5092
Si, 0.45, 10.2146, 9.4549
Si, 0.7612, 14.6845, 9.2269
Si, 4.6898, 2.6128, 9.0992
Si, 4.8494, 5.7825, 9.6112
Si, 4.6038, 11.5303, 9.2358
Si, 4.5912, 14.7949, 8.8624
Si, 8.6559, 2.4217, 9.1675
Si, 8.3598, 7.0644, 9.3541
Si, 8.4675, 10.255, 9.0881
Si, 8.2103, 14.6886, 9.5104
Si, 1.8675, -1.602, 11.9079
Si, 7.0261, 7.9595, 18.615
Si, 12.8971, 3.9357, 18.6596
Si, 9.3872, -2.5476, 13.8728
Si, 2.5704, 0.8448, 13.4324
Si, 13.1453, 6.8076, 12.5664
Si, 4.531, 12.0424, 11.9872
Si, 9.8412, 11.0998, 11.5602
Si, 5.4303, 0.5545, 14.2777
Si, 10.595, 3.7428, 11.1539
Si, 8.2659, 10.8199, 18.7961
Si, 11.4907, 2.3779, 13.8032
Si, 6.9522, 14.088, 12.455
Si, 8.5835, 8.5774, 12.7683
Si, 10.2585, 0.1532, 15.1008
Si, 1.7146, 9.0628, 14.3126
Si, 12.4658, 12.4373, 17.3077
Si, 5.4456, -1.2331, 16.654
Si, 11.9009, 7.468, 16.2678
Si, 9.8474, 11.5943, 16.512
Si, 4.4274, 3.7252, 18.8626
Si, 8.0667, 6.3547, 14.3366
Si, 3.502, 11.3105, 14.5332
Si, 3.9092, -3.9251, 17.3324
Si, 13.3624, 6.9898, 18.64
Si, 1.8196, 13.7507, 14.7077
Si, 10.3115, 6.1952, 12.5468
Si, 5.8132, 1.6134, 17.0311
Si, 4.5448, 6.5902, 17.4939
Si, 8.6811, 16.4375, 17.3922
Si, 4.29, 10.1802, 20.0043
Si, 9.106, 6.2892, 17.0749
Si, 11.2891, 2.1419, 16.7131
Si, 10.086, 4.792, 19.605
Si, 2.9372, 6.7117, 15.0298
Si, 8.1654, 13.5846, 17.7997
Si, 12.0982, -1.6499, 20.1457
Si, 6.6828, 6.7734, 11.8101
O, 0.7932, -0.3888, -0.6086
O, 4.3621, 10.3217, 18.3826
O, 0.7252, 2.4904, -0.7779
O, 0.2903, 4.8834, -1.749
O, 8.4227, 7.453, 17.9663
O, 4.7633, 5.2287, 18.3388
O, 4.862, 8.8304, 20.7145
O, 0.3159, 12.7638, -1.5529
O, 9.9297, 2.0902, 17.6469
O, 4.7629, 2.6837, -0.8224
O, 13.0966, 8.4346, 12.8176
O, 4.1697, 5.1192, -1.5768
O, 7.2179, 9.561, 18.9525
O, 5.0209, 7.5978, -1.5195
O, 4.3548, 12.3281, -1.966
O, 4.2112, 10.7848, 15.8854
O, 5.2508, 0.1463, 17.5157
O, 7.3185, 17.2829, 17.5833
O, 12.5396, 13.4451, 16.0473
O, 8.3915, 3.34, -0.6195
O, 11.5709, 4.0843, 19.6024
O, 8.8461, 15.9383, 15.8244
O, 9.265, 11.7666, -1.4969
O, 1.5988, 6.4717, 10.9891
O, 2.4086, -0.0644, 12.0932
O, 9.7912, 7.6739, 12.1275
O, 4.6752, 10.1464, -0.8174
O, 0.7878, 8.6517, 9.7982
O, 7.825, 6.2536, 10.7375
O, 3.069, -2.6726, 11.7714
O, 0.9517, 13.7357, 10.5794
O, 11.4181, 0.5742, 16.2073
O, 4.6425, 0.9791, 9.6833
O, 4.7246, 4.1366, 9.9456
O, 4.129, 1.2585, 13.5806
O, 4.636, 13.1918, 9.4873
O, -0.2547, 10.7432, 10.8806
O, 2.328, -3.6852, 17.5705
O, 5.6344, 13.1934, 12.2136
O, 7.762, 14.2219, 11.0474
O, 8.3466, 0.917, 9.7186
O, 2.2071, 15.3206, 14.7367
O, 9.2056, 3.1593, 10.5478
O, 8.4686, 8.7009, 9.6957
O, 13.0245, 6.4059, 15.7236
O, 10.0657, 12.4235, 12.4636
O, 7.8748, -2.0609, 13.5677
O, 1.0631, -1.9533, 13.2954
O, 4.8435, 2.7364, 17.6386
O, 5.9178, 1.6463, 15.3956
O, 10.4151, 6.8395, 16.2855
O, 7.1107, 8.3429, 12.0733
O, 6.5039, 15.5367, 13.1116
O, 5.2436, 6.5386, 11.0707
O, 10.2143, -1.3537, 14.5787
O, 0.7393, 0.8687, 9.7718
O, 7.0121, -1.6424, 16.6709
O, 8.5394, 6.2995, -0.5518
O, 2.8385, 3.4821, 19.1656
O, 8.378, 7.9812, 14.2996
O, 11.7767, 6.234, 13.2273
O, 7.6574, 12.3627, 18.7664
O, 3.0331, 8.3443, 14.9786
O, 12.0091, -2.1195, 18.608
O, 10.8494, 3.3291, 12.6956
O, 8.2145, 8.6211, -1.7351
O, 6.7885, 6.07, 13.3201
O, 11.9448, 8.7525, 15.2492
O, 3.3138, 7.4218, 18.1531
O, 8.7352, 11.2843, 10.37
O, 12.5023, 2.7945, 17.5482
O, 9.3097, 5.5534, 13.6526
O, 0.3935, 3.3984, 10.3059
O, 4.6095, -2.4398, 17.3463
O, 6.6607, 7.1425, 19.9874
O, 4.5108, 11.0797, 13.306
O, 10.6032, 1.0061, 13.7575
O, 9.1369, 10.0687, 12.6282
O, 10.4152, 5.3444, 11.1824
O, 2.8384, 6.1728, 13.4757
O, 2.0351, 10.6337, 14.2662
O, 13.0699, -0.3481, 20.3279
O, 1.5366, 2.1092, 13.4675
O, 1.5824, 5.4575, 18.1515
O, 5.8426, 7.5715, 17.5426
O, 9.4729, 11.5899, 14.9328
O, 4.1753, 6.1807, 15.9344
O, 8.0221, 5.8621, 15.8963
O, 11.2552, 3.0076, 15.3069
O, 9.5456, 5.0826, 18.0759
O, 5.1055, -0.8259, 15.11
O, 3.1779, 12.8754, 14.7327
O, 10.5596, -1.3035, 20.6617
O, 12.2887, 7.8932, 17.8013
O, 11.3948, 11.2861, 16.882
O, 8.5431, 15.0925, 18.3447
O, 4.8254, 10.996, 10.7784
O, 7.8708, 14.0018, -0.9448
O, 9.5282, 13.0853, 17.0871
O, 8.9381, 10.5286, 17.3275

Results
free energy: -62185.773 eV
free energy less fixed offsets of O -463.61, Si -117.95 eV per atom: -19.473 eV
pressure: -1.97 GPa
stress xx, yy, zz, yz, xz, xy (GPa, positive in tension): 1.19, 2.57, 2.15, -0.03, 0.11, -0.36

Forces (eV/angstrom), in the order of the atoms: element, x, y, z
Si, 0.0803, -0.1098, -0.9353
Si, -0.128, -0.1694, -0.6638
Si, 0.2181, 0.4181, -0.2125
Si, 0.1382, 0.3098, -0.8104
Si, 0.1433, 0.0251, -0.3914
Si, -0.0115, -0.1802, -0.4106
Si, 0.0107, 0.1597, -0.4525
Si, 0.0034, -0.1374, -0.8452
Si, 0.2297, 0.2754, -0.5022
Si, 0.1001, 0.1772, -0.747
Si, 0.0733, -0.2464, -0.7472
Si, 0.1863, 0.0813, -0.374
Si, 0.2573, 0.2455, -0.2874
Si, -0.001, -0.0067, -0.2097
Si, -0.0065, -0.1694, -0.2229
Si, -0.1011, 0.081, -0.1455
Si, -0.0517, 0.0212, -0.1998
Si, -0.3206, -0.105, -0.4069
Si, -0.0159, 0.0192, -0.1413
Si, 0.0525, 0.0909, 0.0325
Si, -0.2772, 0.1424, -0.3248
Si, 0.1945, 0.0143, -0.3134
Si, -0.0274, -0.1388, 0.006
Si, -0.0972, -0.1329, 0.0016
Si, 0.111, -0.124, 0.1264
Si, 0.0241, -0.0248, -0.2197
Si, 0.1514, 0.0792, 0.1004
Si, 0.0049, -0.2074, 0.1203
Si, -0.0729, 0.046, 0.2621
Si, 0.0641, 0.0168, 0.3376
Si, -0.1278, -0.0173, 0.0331
Si, 0.1178, -0.157, -0.2808
Si, -0.0772, 0.0567, 0.3016
Si, -0.1055, 0.2584, -0.0443
Si, 0.1496, 0.0783, -0.2234
Si, -0.1043, 0.0198, 0.1679
Si, -0.1855, -0.0384, -0.045
Si, -0.1112, -0.0588, 0.0648
Si, 0.0756, -0.0921, 0.1052
Si, -0.015, -0.1162, -0.0334
Si, 0.0239, 0.1521, -0.1421
Si, 0.0676, 0.0631, 0.0526
Si, -0.0075, 0.0689, -0.0271
Si, -0.1502, 0.0504, 0.0945
Si, 0.1811, -0.0027, -0.2067
Si, -0.0129, -0.0693, -0.1313
Si, -0.0941, -0.0281, 0.0497
Si, 0.1574, -0.0006, 0.0176
Si, 0.1326, 0.0999, 0.135
Si, 0.1262, 0.0126, -0.1483
Si, -0.1085, 0.0224, 0.0786
Si, 0.045, 0.0648, -0.048
Si, -0.0283, -0.1252, 0.037
Si, 0.0333, 0.0486, -0.0409
Si, 0.002, 0.0101, -0.0704
Si, 0.0349, -0.1358, -0.0133
Si, -0.268, 0.0261, 0.2643
Si, -0.0592, -0.0665, 0.0493
Si, 0.0895, 0.0231, 0.1549
Si, -0.0416, 0.0693, -0.0487
Si, -0.111, 0.0109, -0.285
Si, -0.0674, 0.0699, 0.0177
Si, -0.0061, 0.0568, 0.2386
Si, 0.063, -0.0624, -0.2189
Si, 0.2979, 0.1221, -0.2365
Si, 0.0987, 0.061, -0.199
Si, -0.0332, -0.003, -0.0544
Si, 0.0318, 0.0049, -0.1878
Si, -0.0492, -0.3156, -0.0699
Si, -0.056, 0.2348, 0.1295
Si, -0.0157, -0.357, -0.0993
Si, -0.0244, 0.046, 0.0031
Si, -0.4127, -0.1389, 0.1508
Si, -0.0401, -0.2513, 0.2787
Si, -0.1111, -0.0408, 0.2275
Si, -0.2642, 0.0102, 0.2325
Si, 0.3896, -0.1949, 0.1332
Si, 0.0316, -0.1394, 0.3881
Si, 0.0143, 0.0601, 0.1151
Si, 0.3063, -0.1284, 0.1324
Si, -0.1179, 0.1385, 0.1466
Si, -0.0338, 0.1518, 0.3051
Si, 0.1405, -0.0149, 0.221
Si, -0.0729, 0.114, 0.1529
Si, 0.117, 0.0781, 0.7493
Si, -0.0093, -0.0533, 0.378
Si, -0.1134, -0.094, 0.3078
Si, 0.142, 0.1109, 0.6956
Si, -0.0752, -0.1003, 0.4337
Si, 0.0628, 0.5969, 0.1715
Si, 0.1188, -0.0003, 0.3484
Si, -0.0966, 0.1347, 0.7939
Si, 0.1231, 0.0548, 0.6119
Si, 0.0673, 0.0005, 0.3252
Si, -0.2157, -0.1415, 0.6438
Si, -0.2975, 0.3374, 0.3734
Si, -0.1343, 0.1074, 0.4151
Si, 0.0179, 0.0634, -0.719
Si, 0.0653, -0.199, -0.6427
Si, 0.11, -0.0715, 0.4824
Si, -0.0675, 0.2669, 0.508
Si, -0.0363, 0.092, 0.4492
Si, 0.1242, -0.3027, 0.5489
Si, -0.0023, 0.1305, 0.3818
Si, -0.0283, 0.0671, 0.1773
Si, -0.0325, -0.0675, 0.3367
Si, -0.1348, -0.0329, -0.5092
Si, -0.0511, -0.1036, 0.3149
Si, 0.1166, 0.0577, 0.5708
Si, 0.0525, 0.0333, 0.5044
Si, -0.0797, -0.1314, -0.0975
Si, -0.0866, 0.273, 0.1632
Si, -0.005, -0.2976, -0.41
Si, -0.0225, -0.0147, 0.122
Si, -0.2903, 0.0966, -0.1328
Si, 0.0634, -0.2248, -0.2461
Si, -0.0267, -0.1086, -0.5046
Si, 0.0969, -0.1349, 0.4296
Si, -0.0233, -0.2333, 0.1711
Si, 0.0187, 0.0931, -0.3941
Si, -0.041, 0.2739, -0.4575
Si, 0.0101, 0.0125, 0.4441
Si, -0.0542, -0.0452, 0.6702
Si, 0.1208, -0.0376, 0.0293
Si, 0.0766, 0.0675, -0.4439
Si, -0.0688, 0.1271, -0.1777
Si, 0.1265, 0.0457, -0.5042
Si, -0.1225, 0.1868, -0.5105
Si, 0.1102, 0.0932, -0.0886
Si, -0.0592, 0.0758, -0.4377
Si, 0.1675, -0.1557, 0.1864
Si, 0.0042, 0.2256, -0.3284
Si, -0.0725, -0.0358, -0.2098
Si, -0.0626, -0.0355, 0.2966
O, -0.0873, -0.4083, 0.7898
O, -0.1128, -0.0001, 0.5581
O, -0.0297, 0.1469, 0.8503
O, 0.101, -0.1704, 0.4285
O, -0.2182, -0.05, 0.3368
O, -0.1209, -0.0837, 0.2473
O, 0.3593, -0.1944, -0.0603
O, -0.1697, -0.2084, 0.2592
O, 0.0607, -0.2744, -0.1458
O, -0.0803, 0.1261, 0.6107
O, 0.0979, -0.3141, 0.1098
O, 0.2879, -0.0146, 0.2931
O, 0.0822, -0.0265, 0.1496
O, -0.1177, 0.006, 0.2989
O, 0.0322, -0.0991, 0.5531
O, -0.2648, 0.3181, 0.0659
O, 0.2665, 0.0923, -0.3213
O, -0.0979, -0.2577, -0.0878
O, 0.1078, -0.1619, -0.0098
O, 0.1036, 0.0799, 0.7494
O, -0.1416, 0.205, 0.0776
O, 0.2409, 0.0556, 0.265
O, -0.0362, 0.2216, 0.2721
O, -0.2384, 0.1948, -0.5553
O, 0.0039, -0.2826, -0.0505
O, -0.0789, -0.1511, 0.0001
O, -0.0935, 0.1905, 0.5561
O, 0.0798, 0.0168, -0.1972
O, 0.1597, 0.3461, -0.4166
O, 0.0147, 0.1077, -0.0882
O, -0.0785, 0.2586, -0.4525
O, -0.335, 0.2675, -0.1127
O, 0.0618, -0.2806, -0.6276
O, -0.0127, 0.0319, -0.4479
O, -0.0724, -0.3068, -0.0506
O, -0.0129, -0.1002, -0.0269
O, 0.142, -0.1254, -0.4392
O, 0.0776, 0.0884, 0.0389
O, -0.0855, -0.0076, -0.2104
O, 0.2529, 0.0682, -0.7239
O, 0.1879, -0.0349, -0.2679
O, 0.013, -0.1317, -0.4322
O, 0.063, -0.0467, -0.3978
O, -0.0613, -0.1087, -0.4764
O, 0.1225, 0.2605, -0.053
O, -0.1552, -0.198, -0.3033
O, -0.0409, 0.0917, -0.4074
O, 0.3992, 0.1653, -0.3176
O, -0.0474, 0.1827, 0.4009
O, -0.1422, -0.3404, 0.0982
O, 0.0126, -0.066, 0.2482
O, 0.1666, -0.3089, -0.0302
O, -0.0702, -0.387, -0.158
O, -0.0674, -0.3787, -0.3356
O, -0.1125, -0.008, -0.0806
O, -0.081, -0.1116, -0.6496
O, -0.0269, 0.0373, 0.2268
O, -0.246, -0.2091, 0.5277
O, 0.0679, 0.1536, 0.106
O, -0.0242, -0.213, -0.6461
O, -0.0517, 0.0507, -0.4288
O, 0.1772, -0.1993, 0.0698
O, -0.378, -0.2481, -0.2156
O, 0.051, 0.12, 0.4877
O, -0.0175, 0.0839, -0.5363
O, 0.0793, -0.2888, 0.4946
O, 0.1679, 0.31, -0.518
O, 0.384, -0.2656, -0.0457
O, -0.0894, -0.2148, 0.2079
O, 0.0496, -0.2533, -0.299
O, -0.0231, 0.3452, 0.402
O, 0.0228, 0.3812, -0.3684
O, -0.1097, -0.1663, -0.3052
O, -0.0457, -0.2191, -0.0905
O, -0.5128, 0.1289, 0.6356
O, -0.2184, 0.4091, -0.2536
O, 0.2335, 0.1363, 0.1939
O, 0.2165, 0.1411, -0.4845
O, 0.0428, 0.0418, -0.0428
O, -0.3195, 0.3853, -0.0798
O, 0.2722, -0.0605, 0.0074
O, -0.1976, -0.2329, 0.387
O, -0.1299, -0.2299, -0.0593
O, -0.0203, -0.1288, 0.345
O, 0.0784, -0.0414, 0.4505
O, 0.0567, 0.3373, 0.038
O, -0.1919, 0.1923, 0.2524
O, 0.197, 0.1811, -0.053
O, 0.0186, -0.3806, -0.0658
O, 0.2361, -0.0635, 0.619
O, 0.102, 0.2253, 0.0258
O, -0.1699, -0.0221, -0.0958
O, 0.0139, 0.2683, 0.2922
O, 0.2484, -0.3383, 0.0865
O, -0.0805, 0.436, 0.0801
O, -0.0426, -0.0931, -0.0994
O, -0.1091, 0.4387, -0.2703
O, 0.0428, -0.1427, -0.1353
O, -0.1436, -0.188, 0.1075
O, -0.0731, 0.3227, 0.4693

The program warned: the forces do not sum to zero within the program's tolerance.
